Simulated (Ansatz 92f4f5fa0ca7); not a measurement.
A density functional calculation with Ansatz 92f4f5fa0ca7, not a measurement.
Periodic cell of 239 atoms, Si128O79H32, with a vacuum gap, from a study of silicon, its oxide and their interface. The atomic structure is a simulated model.

Settings: functional r2SCAN; potential files Ansatz PAW; basis plane waves; wave-function cutoff 800 eV; density cutoff ratio 5; exchange-correlation grid ratio 1; k mesh 1 x 1 x 1, shifted by 0.5 0.5 0 of a step; self-consistency stop 1e-11 eV per atom in the density residual; occupations fixed; spin none; net charge 0; applied field sawtooth along c, amplitude +0.015 V/angstrom in the program's sign convention, ramp centred at 0.9882 of c and 0.0236 of c wide, no dipole correction.

Cell vectors (angstrom)
a, 10.88, 0, 0
b, 0, 10.88, 0
c, 0, 0, 42.4205

Atoms: element, x, y, z (angstrom)
Si, 1.2523, 8.9396, 20.8642
Si, -1.9234, 8.2071, 27.465
Si, 3.484, 7.0046, 30.2014
Si, -1.276, 11.4161, 24.5682
Si, -0.3594, 6.7856, 22.3738
Si, -2.4023, 5.667, 25.9252
Si, 5.4993, 7.7998, 23.1324
Si, 1.7368, 8.349, 15.6655
Si, 0.5562, 9.5974, 30.3212
Si, 4.5188, 13.4985, 30.1575
Si, 1.7226, 5.3264, 30.0519
Si, 4.915, 11.4695, 25.5729
Si, -3.8305, 10.8426, 30.2404
Si, -1.9968, 12.3836, 30.1729
Si, 6.2285, 15.2101, 30.2811
Si, -1.1334, 7.8774, 30.3303
Si, -0.2667, 11.4759, 31.4598
Si, 2.6368, 14.3913, 31.3009
Si, -0.0508, 6.1396, 31.4305
Si, 2.4808, 8.7624, 31.3988
Si, 5.3197, 11.7163, 31.4993
Si, 8.0001, 14.2032, 31.4143
Si, 5.1907, 16.9366, 31.5049
Si, -2.9338, 8.9458, 31.3914
Si, -1.6159, 10.217, 32.9032
Si, 1.2099, 12.949, 32.6088
Si, -1.4897, 15.6278, 32.6837
Si, 1.2087, 7.4697, 32.9019
Si, 3.8865, 10.223, 32.6609
Si, 6.6647, 12.9673, 32.9353
Si, 3.8585, 15.6357, 32.901
Si, 6.5927, 7.5153, 32.7014
Si, -0.2029, 8.8447, 34.1694
Si, 2.5331, 11.5856, 34.0259
Si, -0.152, 14.2644, 34.0682
Si, 2.5323, 16.9954, 34.2586
Si, 5.2349, 8.8647, 34.0878
Si, 7.9615, 11.5692, 34.2787
Si, 5.2553, 14.3057, 34.2083
Si, -2.8854, 6.1352, 34.0265
Si, 1.1883, 10.2416, 35.433
Si, 3.8834, 12.8942, 35.4625
Si, 1.1489, 15.6072, 35.5281
Si, 3.916, 7.5145, 35.5223
Si, 6.5736, 10.1788, 35.541
Si, -1.4985, 12.9513, 35.52
Si, -4.2332, 4.8144, 35.4559
Si, -1.5692, 7.4652, 35.4616
Si, 2.7655, 9.5081, 6.9301
Si, 5.455, 12.1911, 6.9314
Si, 2.6813, 14.9619, 6.9248
Si, 5.4286, 6.8452, 6.9128
Si, 8.1216, 9.5186, 6.9492
Si, -0.0003, 12.278, 6.9167
Si, 8.2089, 4.0862, 6.9321
Si, 10.8836, 6.7583, 6.9429
Si, 1.3969, 8.1343, 8.2694
Si, 4.1213, 10.8337, 8.3074
Si, 1.3149, 13.6427, 8.293
Si, 4.0481, 5.4793, 8.2477
Si, 6.7659, 8.1797, 8.3082
Si, 9.5127, 10.8966, 8.267
Si, 6.8469, 13.5614, 8.2523
Si, 9.5457, 5.4108, 8.3253
Si, 2.727, 6.8077, 9.7121
Si, 5.4452, 9.4953, 9.7476
Si, 2.7067, 12.24, 9.5163
Si, 5.4564, 4.0937, 9.4963
Si, 8.1606, 6.8094, 9.5818
Si, 0.021, 9.515, 9.5674
Si, 8.1759, 12.2222, 9.7002
Si, -0.0081, 14.9555, 9.7522
Si, 4.0857, 8.1427, 11.1423
Si, 6.8428, 10.8368, 11.0988
Si, 4.0835, 13.603, 10.7789
Si, 6.7934, 5.4322, 10.8682
Si, -1.3304, 8.1409, 10.9106
Si, 1.376, 10.9063, 10.8825
Si, 9.5129, 13.5677, 11.1183
Si, 1.3603, 5.4631, 11.1039
Si, 9.1658, 4.953, 15.8922
Si, 5.3649, 12.2856, 12.2283
Si, 2.7845, 3.9957, 12.263
Si, 4.5595, 4.8304, 13.5412
Si, -2.6248, 9.4122, 12.3989
Si, 0.0439, 12.141, 12.3878
Si, 8.0795, 4.1248, 12.3242
Si, -0.0537, 6.846, 12.4254
Si, 2.6723, 9.6208, 12.3624
Si, 0.5928, 13.624, 16.3433
Si, 1.851, 2.262, 13.5294
Si, 5.5005, 6.6843, 12.399
Si, 7.3736, 7.5445, 13.5629
Si, -0.8647, 10.3569, 13.6708
Si, 6.2444, 14.0456, 13.4566
Si, 2.4938, 5.8678, 18.9212
Si, 3.1138, 9.2292, 24.6867
Si, -1.8078, 5.8166, 13.6527
Si, -0.5336, 12.5112, 27.3726
Si, 4.4489, 7.3753, 28.1066
Si, 6.3586, 4.9587, 28.0186
Si, 4.0957, 8.1604, 20.4234
Si, 9.405, 11.481, 15.6635
Si, 1.257, 10.7843, 22.946
Si, 1.4577, 14.8846, 27.2333
Si, 3.3128, 12.3692, 21.2118
Si, 0.579, 9.8694, 28.0342
Si, 0.3457, 8.0486, 18.2789
Si, 5.5762, 13.1485, 22.9142
Si, 1.3843, 3.1098, 19.2891
Si, 4.1291, 10.3747, 16.3466
Si, 3.5948, 11.4781, 13.5278
Si, 9.1796, 13.3828, 19.8822
Si, 4.9129, 10.6974, 19.073
Si, 6.5914, 5.1998, 23.3977
Si, 6.2366, 9.8068, 27.5411
Si, 4.2987, 13.6365, 27.796
Si, 2.2303, 7.9347, 26.3397
Si, 0.483, 5.7538, 25.1833
Si, -2.7652, 11.7416, 22.1467
Si, 0.8723, 8.7064, 13.5618
Si, 6.1922, 8.0923, 16.4497
Si, 8.4411, 7.0123, 18.2164
Si, -2.4832, 9.0295, 23.3004
Si, -2.54, 5.3107, 20.8227
Si, 3.733, 6.0692, 16.227
Si, 7.2385, 13.5594, 15.4702
Si, 7.4729, 11.8334, 17.7634
O, -1.5384, 7.3635, 28.7999
O, 6.1044, 10.4706, 26.0689
O, 4.129, 11.3747, 15.0891
O, -0.1729, 2.9532, 19.6742
O, 3.3043, 5.3705, 17.6107
O, -1.2143, 7.9657, 18.6605
O, -3.1243, 4.9315, 27.1773
O, 9.0575, 6.0869, 17.0399
O, -2.2462, 12.2666, 23.5936
O, -2.1726, 7.244, 26.2031
O, -3.6573, 5.5434, 21.953
O, 0.6599, 11.4413, 27.6395
O, 6.5871, 12.7298, 16.7197
O, 4.9144, 8.9081, 27.8199
O, 1.5854, 2.7725, 15.0725
O, -4.2333, 12.3821, 21.9651
O, -1.8396, 9.8775, 24.5438
O, 5.3144, 12.2286, 24.2167
O, 6.0938, 14.5652, 23.4509
O, 8.4385, 10.8611, 16.8488
O, 2.8674, 9.3949, 16.1666
O, -0.1804, 12.192, 16.3607
O, 0.527, 10.161, 21.6386
O, -3.9195, 8.3443, 23.5737
O, 7.0784, 7.9152, 15.1257
O, 8.4931, 12.8272, 18.5349
O, 4.1526, 4.9758, 15.1309
O, 3.5484, 10.6604, 25.3096
O, 0.4166, 6.0242, 23.586
O, 2.4526, 6.8898, 15.6641
O, 0.9867, 9.1367, 19.283
O, 6.3857, 10.8937, 28.7235
O, 0.8738, 7.155, 25.9039
O, 7.1775, 7.8754, 17.707
O, -3.2174, 5.4342, 24.5694
O, 2.4564, 11.719, 22.4238
O, 0.1544, 13.9452, 27.2484
O, 0.2234, 11.5196, 23.9369
O, 7.9767, 6.184, 19.5177
O, 4.7685, 9.0867, 19.2726
O, 1.4764, 2.8748, 17.6898
O, 2.767, 14.0072, 27.4746
O, 7.7834, 4.1036, 16.0475
O, 4.3127, 11.3832, 20.4018
O, 4.9902, 7.0298, 16.5023
O, -1.1009, 5.6905, 21.4507
O, -1.4337, 7.8638, 22.9214
O, 4.6641, 12.4077, 26.8408
O, 5.535, 9.5644, 16.3911
O, 3.501, 6.7843, 19.8024
O, 2.285, 12.9547, 20.1269
O, 5.2767, 14.8514, 27.3094
O, 1.1604, 6.6687, 18.4823
O, 5.2283, 7.8923, 21.5394
O, 5.7838, 6.4768, 27.8911
O, 1.9731, 4.5615, 19.7018
O, 6.4769, 11.0899, 18.8023
O, -0.7648, 9.3164, 27.2794
O, -0.439, 3.9959, 16.2206
O, 0.7066, 7.5245, 21.4159
O, 1.8505, 9.4966, 23.7164
O, -1.6097, 12.5701, 28.5801
O, 8.3312, 3.7647, 20.4003
O, -3.3218, 8.9362, 27.6795
O, 1.3103, 5.0624, 28.4679
O, -1.3168, 12.0797, 26.0256
O, -0.9136, 5.1167, 25.6807
O, 2.8547, 8.9637, 21.0914
O, 3.3396, 6.9374, 26.9917
O, 8.5411, 12.6924, 14.9715
O, 1.571, 15.5735, 25.7581
O, 4.3832, 8.6588, 23.884
O, -1.7647, 12.2222, 20.9901
O, 4.0418, 11.1391, 17.7707
O, 5.3791, 6.252, 23.6005
O, 4.2693, 13.4184, 21.9943
O, 1.8388, 9.0277, 27.4812
O, -2.7427, 10.119, 22.119
O, 0.5105, 8.4678, 16.7303
H, 0.3624, 11.0593, 36.3654
H, 2.0061, 9.4158, 36.3654
H, 4.707, 12.0741, 36.395
H, 3.0652, 13.7195, 36.395
H, 1.9805, 14.7953, 36.4606
H, 0.3361, 16.4378, 36.4606
H, 4.74, 6.695, 36.4547
H, 3.0901, 8.3323, 36.4547
H, 5.761, 11.0098, 36.4734
H, 7.4049, 9.3667, 36.4734
H, -2.3298, 13.7636, 36.4525
H, -0.6876, 12.1188, 36.4525
H, -5.0621, 5.629, 36.3883
H, -3.4238, 3.9803, 36.3883
H, -2.3883, 8.2897, 36.394
H, -0.7443, 6.6465, 36.394
H, 3.5915, 8.6904, 5.9977
H, 1.9546, 10.3406, 5.9977
H, 6.2733, 11.3658, 5.9989
H, 4.6235, 13.0031, 5.9989
H, 1.8564, 15.7806, 5.9924
H, 3.4942, 14.1312, 5.9924
H, 6.2545, 6.0275, 5.9804
H, 4.6109, 7.671, 5.9804
H, 8.9342, 8.6876, 6.0167
H, 7.2981, 10.3387, 6.0167
H, -0.8096, 13.1121, 5.9843
H, 0.8309, 11.4657, 5.9843
H, 9.0378, 3.2716, 5.9996
H, 7.3848, 4.9058, 5.9996
H, 10.0522, 7.5704, 6.0105
H, 11.7027, 5.9338, 6.0105

Results
free energy: -127436.875 eV
free energy less fixed offsets of H -15.71, O -570.45, Si -639.56 eV per atom: -4.925 eV

Forces (eV/angstrom), in the order of the atoms: element, x, y, z
Si, -0.0284, 0.0022, 0.0582
Si, 0.0003, 0.002, 0.0456
Si, 0.0066, 0.012, -0.003
Si, -0.0005, 0.0019, 0.0525
Si, 0.0038, -0.0064, 0.059
Si, -0.0047, 0.0048, 0.0558
Si, -0.0107, 0.0068, 0.0535
Si, 0.0152, -0.0087, 0.0393
Si, -0.0006, -0.0021, -0.0141
Si, 0.0041, -0.0154, -0.0079
Si, -0.0066, -0.0002, 0.014
Si, 0.0069, -0.002, 0.0598
Si, 0.0019, 0.0006, 0.0071
Si, -0.0048, -0.0057, 0.0117
Si, -0.0026, -0.0007, -0.0063
Si, 0.0083, -0.0016, 0.0109
Si, -0.0272, -0.0198, 0.0009
Si, 0.0237, 0.023, 0.0136
Si, 0.0334, 0.0266, 0.0065
Si, -0.0167, -0.0294, 0.0122
Si, 0.0307, 0.0282, 0.0085
Si, -0.0234, -0.0361, 0.016
Si, -0.0213, -0.0304, 0.013
Si, 0.0311, 0.0318, 0.0049
Si, -0.006, 0.0028, 0.003
Si, -0.0028, -0.0275, 0.0347
Si, -0.0111, 0.0099, 0.0354
Si, 0.0072, -0.0164, 0.0006
Si, 0.005, -0.0031, 0.036
Si, -0.0126, -0.0122, 0.005
Si, 0.0156, 0.0225, 0.0048
Si, 0.0036, -0.0047, 0.0362
Si, 0.0022, 0.0052, 0.139
Si, -0.0038, -0.0049, 0.1681
Si, 0.0055, 0.0131, 0.2173
Si, -0.0157, 0.0167, 0.1641
Si, -0.0182, -0.0015, 0.1986
Si, 0.0028, -0.0019, 0.1585
Si, 0.0103, -0.0204, 0.1432
Si, 0.0075, -0.0106, 0.1708
Si, -0.1055, -0.0331, 0.2714
Si, 0.0686, 0.0706, 0.3338
Si, 0.1053, 0.0602, 0.3002
Si, -0.1023, -0.0442, 0.3116
Si, 0.0322, 0.1478, 0.3315
Si, -0.068, -0.1609, 0.2927
Si, -0.0934, -0.0432, 0.3725
Si, 0.1082, 0.0345, 0.3561
Si, -0.067, -0.1319, -0.3161
Si, 0.1413, 0.0688, -0.3121
Si, 0.042, 0.2088, -0.3255
Si, -0.0969, -0.1092, -0.2845
Si, 0.1308, 0.1415, -0.3293
Si, -0.1838, -0.0752, -0.2767
Si, -0.089, -0.2338, -0.3118
Si, 0.1616, 0.0865, -0.2345
Si, -0.024, 0.0127, -0.1538
Si, -0.0316, 0.0257, -0.2062
Si, 0.0238, -0.034, -0.2211
Si, 0.0098, -0.0213, -0.1531
Si, 0.0285, -0.0353, -0.2072
Si, 0.013, -0.0134, -0.1526
Si, -0.0124, 0.0165, -0.1472
Si, -0.0165, 0.0282, -0.2081
Si, 0.0078, 0.0105, -0.0384
Si, -0.0003, 0.0003, -0.0238
Si, 0.0031, 0.0065, -0.0099
Si, -0.0078, -0.0118, -0.0139
Si, -0.0061, 0.0034, -0.0158
Si, 0.0054, 0.0081, -0.0067
Si, -0.0061, -0.0061, -0.0369
Si, -0.0002, 0.0002, -0.0268
Si, -0.0072, -0.0179, -0.0083
Si, 0.0103, 0.0115, -0.0205
Si, 0.0095, 0.0142, 0.0087
Si, -0.0162, -0.0064, 0.0065
Si, 0.0179, 0.0129, -0.0042
Si, -0.0068, -0.0145, 0.0039
Si, -0.01, -0.0187, -0.0157
Si, 0.0171, 0.0094, -0.0199
Si, 0.0106, 0.0002, 0.0329
Si, -0.0253, 0.0021, 0.0073
Si, 0.0024, -0.0235, 0.0167
Si, -0.0089, 0.0103, 0.0036
Si, -0.001, -0.0252, 0.0066
Si, 0.0294, 0.0007, 0.0107
Si, -0.0038, 0.0215, 0.0061
Si, -0.0192, 0.0032, 0.0086
Si, 0.0005, 0.031, 0.0183
Si, 0.0071, 0.0097, 0.0404
Si, -0.004, 0.0124, 0.0097
Si, 0.0245, -0.0071, 0.0051
Si, -0.0039, 0.011, 0.0131
Si, -0.0081, 0.0103, -0.0137
Si, 0.004, -0.0112, -0.0139
Si, 0.0021, 0.0019, 0.0412
Si, 0.0057, -0.0049, 0.0408
Si, 0.0072, -0.0013, -0.0057
Si, 0.0025, -0.0058, 0.0491
Si, 0.0026, -0.0027, 0.0354
Si, -0.0013, -0.0027, 0.0399
Si, 0.0128, 0.0036, 0.0461
Si, -0.0145, 0.0098, 0.0343
Si, -0.0097, -0.0028, 0.0506
Si, 0.0053, 0.003, 0.0401
Si, -0.0041, 0.0087, 0.0554
Si, -0.0007, 0.0022, 0.0402
Si, 0.0009, -0.0022, 0.0506
Si, 0.0049, -0.0022, 0.0555
Si, 0.0087, -0.0048, 0.0469
Si, 0.0072, 0.0002, 0.0401
Si, 0.0112, -0.0121, 0.011
Si, -0.001, 0.0034, 0.0434
Si, -0.0032, -0.0183, 0.0537
Si, 0.0049, 0.0046, 0.0567
Si, 0, 0.0055, 0.0441
Si, -0.0025, 0.0043, 0.0406
Si, 0.0068, 0.0033, 0.0369
Si, 0.0072, -0.0033, 0.064
Si, -0.0065, 0.0313, 0.0459
Si, 0.0061, -0.0059, -0.0146
Si, 0.0018, 0.0069, 0.038
Si, -0.0006, 0.0029, 0.0538
Si, -0.0016, -0.0026, 0.0465
Si, -0.004, -0.001, 0.049
Si, -0.0027, 0.0097, 0.045
Si, 0.002, -0.0108, 0.0315
Si, -0.0003, -0.0034, 0.0489
O, -0.0132, -0.0038, -0.0349
O, -0.0086, 0.0056, -0.025
O, -0.0024, 0.0014, -0.0262
O, 0.0078, -0.0014, -0.0139
O, 0.011, 0.0033, -0.0338
O, 0.0005, -0.002, -0.0122
O, 0.0172, 0.0071, -0.0303
O, 0.0059, -0.0134, -0.0338
O, -0.0087, 0.0032, -0.0328
O, -0.0022, -0.0071, -0.0295
O, 0.016, -0.0042, -0.0329
O, -0.0022, 0.009, -0.0197
O, -0.003, 0.0092, -0.0301
O, 0.0011, 0.0068, -0.016
O, 0.0059, 0.0001, -0.0237
O, 0.0007, 0.0019, -0.0255
O, -0.0032, -0.0071, -0.0297
O, 0.0096, 0.015, -0.0404
O, 0.0021, -0.0027, -0.0117
O, 0.0126, -0.0023, -0.0308
O, -0.01, -0.002, -0.0177
O, -0.0038, -0.0091, -0.0209
O, 0.002, -0.0105, -0.0206
O, 0.0011, 0.002, -0.0166
O, 0.013, -0.0098, -0.0277
O, -0.008, -0.0119, -0.0294
O, 0.0102, -0.0133, -0.0346
O, -0.0039, -0.0059, -0.016
O, -0.0077, 0.0086, -0.0354
O, -0.0072, 0.004, -0.0173
O, 0.0014, -0.0085, -0.0305
O, -0.0078, -0.0095, -0.0347
O, -0.0016, -0.0024, -0.0171
O, -0.008, 0.0069, -0.0193
O, -0.0164, -0.0017, -0.0336
O, 0.0079, 0.0087, -0.0197
O, -0.0015, 0.006, -0.0147
O, 0.0069, -0.0036, -0.0223
O, -0.0004, 0.0105, -0.0352
O, 0.0055, 0.0016, -0.0225
O, -0.0079, 0.0038, -0.0361
O, -0.0158, 0.0019, -0.0167
O, -0.0041, -0.0019, -0.0127
O, 0.0099, -0.0048, -0.0312
O, -0.0032, -0.0016, -0.0134
O, -0.0072, -0.0082, -0.0221
O, 0.0034, -0.0041, -0.0242
O, 0.0035, -0.0196, -0.0382
O, 0.0027, -0.0018, -0.0114
O, -0.0102, -0.0109, -0.0197
O, -0.0148, 0.0072, -0.021
O, -0.0037, 0.0042, -0.0193
O, -0.0032, 0.0046, -0.0168
O, -0.0065, -0.0018, -0.0316
O, 0.0053, 0.003, -0.0167
O, 0.0014, 0.0008, -0.0195
O, 0.0086, 0.0054, -0.0264
O, -0.0065, 0.0009, -0.0178
O, -0.0081, 0.0028, -0.0121
O, 0.0112, 0.0071, -0.0329
O, -0.0137, 0.0108, -0.0231
O, 0.0107, 0.0113, -0.0341
O, 0.0001, -0.0043, -0.0268
O, -0.0019, -0.0057, -0.0185
O, -0.0044, -0.0046, -0.0303
O, -0.0022, -0.0167, -0.0414
O, 0.0055, 0.0061, -0.0161
O, -0.0057, -0.0034, -0.0133
O, -0.0121, 0.0091, -0.0266
O, 0.0011, -0.0024, -0.0173
O, -0.0089, 0.0131, -0.0202
O, 0.0125, -0.0078, -0.028
O, 0.0014, 0.0173, -0.0296
O, -0.0041, -0.0047, -0.0331
O, 0.001, 0.0057, -0.0235
O, -0.0121, 0.0014, -0.0253
O, 0.0122, -0.0144, -0.035
O, 0.0052, 0.024, -0.0205
O, 0.0091, 0.0003, -0.0382
H, 0.403, -0.2804, -0.275
H, -0.1974, 0.3561, -0.3041
H, -0.4241, 0.2281, -0.2893
H, 0.2152, -0.3593, -0.2792
H, -0.3727, 0.2147, -0.2432
H, 0.1627, -0.4028, -0.2606
H, -0.2114, 0.4082, -0.2483
H, 0.3461, -0.2351, -0.2336
H, 0.2366, -0.4325, -0.2238
H, -0.3873, 0.172, -0.2673
H, 0.3916, -0.1307, -0.2683
H, -0.2533, 0.437, -0.2162
H, 0.4521, -0.1824, -0.2598
H, -0.1966, 0.3434, -0.2797
H, 0.2129, -0.3659, -0.2965
H, -0.3523, 0.2302, -0.2774
H, -0.4294, 0.3991, 0.2188
H, 0.2229, -0.1979, 0.3093
H, -0.4103, 0.3909, 0.2047
H, 0.1939, -0.2155, 0.3063
H, 0.3895, -0.389, 0.1921
H, -0.2085, 0.2007, 0.3076
H, -0.213, 0.2064, 0.2954
H, 0.4451, -0.3731, 0.2203
H, -0.2418, 0.2103, 0.2858
H, 0.4034, -0.3892, 0.2236
H, 0.3289, -0.4275, 0.2129
H, -0.1923, 0.2355, 0.3032
H, -0.3481, 0.4155, 0.2184
H, 0.2168, -0.2021, 0.3132
H, 0.2214, -0.2239, 0.3009
H, -0.3886, 0.3689, 0.2368

The program warned: the cutoff lies below the one the program advises for these potential files; the forces do not sum to zero within the program's tolerance; empty levels may hold ghost states of the PAW files; the exchange-correlation potential is rough where the density is thin.
